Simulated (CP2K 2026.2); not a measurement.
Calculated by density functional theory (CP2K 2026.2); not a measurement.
Periodic cell of 437 atoms, Si320O117, from a study of silicon, its oxide and their interface. The atomic structure is a simulated model.
Doubt: the forces sum to 1.43 eV/angstrom along one axis rather than to zero, so they err by at least 0.0033 eV/angstrom per atom on average; the grid cutoff is modest.

Settings: functional PBE; method Gaussian and plane waves; basis set DZVP-MOLOPT-SR-GTH; pseudopotentials GTH-PBE; grid cutoff 350 Ry, relative cutoff 50 Ry; k points Gamma only; occupations fixed; spin none; net charge 0.

Cell vectors (angstrom)
a 15.3866 0 0
b 0 15.3866 0
c -2.8573 2.3491 33.4758

Atoms: element, x, y, z (angstrom)
Si 12.5281 16.3685 28.8795
Si 12.5437 3.456 28.7842
Si 12.5606 8.5727 28.7883
Si 12.5055 11.697 28.7844
Si 0.9871 16.2016 28.842
Si 0.9733 3.8998 28.6478
Si 0.9941 8.4209 28.5412
Si 1.0028 11.5678 28.6092
Si 4.8639 16.1652 28.6509
Si 4.9879 3.919 28.7102
Si 4.9938 8.3705 28.7994
Si 4.9629 11.5062 28.6921
Si 8.71 15.4093 28.8243
Si 8.7449 4.5306 28.8106
Si 8.7718 7.7142 28.7693
Si 8.8046 12.2584 28.9127
Si -0.9339 15.8899 30.1416
Si -0.9352 4.1719 30.005
Si -0.8622 8.1692 29.9943
Si -0.8803 11.9261 30.0033
Si 2.9709 15.8622 30.0317
Si 2.9621 4.2406 29.9176
Si 2.9344 8.0956 29.9107
Si 2.9667 11.9121 29.9019
Si 6.7487 15.7559 30.049
Si 6.8309 4.2118 30.1169
Si 6.8789 8.0911 30.1233
Si 6.814 11.9108 30.0926
Si 10.6262 15.8294 30.1372
Si 10.6859 4.1654 30.0775
Si 10.6655 8.1344 30.0936
Si 10.6854 11.9472 30.223
Si -0.891 2.3757 31.5295
Si -0.9121 6.1756 31.2916
Si -0.8655 10.0393 31.4296
Si -0.8825 13.8722 31.358
Si 2.9817 2.3817 31.4087
Si 2.9432 6.1706 31.2862
Si 2.9597 10.0088 31.3341
Si 2.9639 13.8563 31.2903
Si 6.8293 2.2824 31.4476
Si 6.797 6.1525 31.4477
Si 6.869 10.0102 31.4724
Si 6.748 13.8489 31.4276
Si 10.5845 2.3276 31.5246
Si 10.7231 6.1524 31.3875
Si 10.6181 10.004 31.5133
Si 10.7047 13.9032 31.4919
Si 12.5487 2.3429 32.8351
Si -2.7707 6.1788 32.7602
Si -2.7949 10.0136 32.7939
Si -2.7567 13.876 32.8073
Si 1.0721 2.3527 32.8047
Si 1.0259 6.1656 32.6726
Si 1.0702 10.034 32.7565
Si 1.0567 13.8722 32.7003
Si 4.8878 2.3401 32.7811
Si 4.837 6.1739 32.7372
Si 4.875 10.0063 32.7359
Si 4.8287 13.8541 32.7569
Si 8.6927 2.3158 32.8692
Si 8.7645 6.1531 32.7526
Si 8.7311 10.021 32.8758
Si 8.7145 13.8762 32.7711
Si 0.0013 13.4204 11.5477
Si 0.0634 1.9155 11.5131
Si 0.0472 5.7505 11.5795
Si 0.082 9.5962 11.5974
Si 3.9043 13.4259 11.549
Si 3.9022 1.8887 11.5289
Si 3.9051 5.7357 11.5352
Si 3.8781 9.6106 11.5924
Si 7.7075 13.4114 11.5606
Si 7.7485 1.9158 11.5112
Si 7.7066 5.7773 11.5713
Si 7.7045 9.615 11.6179
Si 11.6261 13.4242 11.5641
Si 11.5987 1.9115 11.5061
Si 11.6507 5.755 11.5442
Si 11.5951 9.6055 11.5538
Si 1.9468 13.3712 12.8451
Si 1.9766 1.852 12.876
Si 2.0002 5.7387 12.8919
Si 1.9943 9.6187 13.0164
Si 5.7946 13.4123 12.9614
Si 5.8367 1.9477 12.8677
Si 5.771 5.7464 12.9653
Si 5.7593 9.6089 13.0009
Si 9.6667 13.4017 12.8538
Si 9.6772 1.8838 12.8485
Si 9.6956 5.7975 12.8202
Si 9.6731 9.6538 12.9211
Si 13.5195 13.4589 13.0002
Si 13.5238 1.949 12.8496
Si 13.5379 5.7385 12.9983
Si 13.5218 9.5727 12.9089
Si 1.9085 15.2591 14.174
Si 2.0235 3.789 14.1995
Si 2.0412 7.6282 14.3043
Si 1.9578 11.5924 14.3789
Si 5.8726 15.4205 14.1938
Si 5.8113 3.8103 14.3234
Si 5.719 7.6604 14.3518
Si 5.6926 11.5146 14.4149
Si 9.7136 15.3099 14.1733
Si 9.6744 3.8621 14.11
Si 9.7217 7.7013 14.2029
Si 9.6346 11.5672 14.3208
Si 13.5249 15.5027 14.274
Si 13.5439 3.7704 14.3345
Si 13.571 7.6939 14.3348
Si 13.5229 11.4508 14.2958
Si 0.054 15.3894 15.6616
Si 0.1618 3.7156 15.619
Si 0.1399 7.6676 15.6703
Si 0.0191 11.5043 15.7356
Si 3.8803 15.3626 15.4006
Si 3.8727 3.77 15.6809
Si 3.856 7.6403 15.8649
Si 3.7805 11.5729 15.9265
Si 7.8225 15.3567 15.5415
Si 7.8192 3.8257 15.5457
Si 7.7484 7.6063 15.4817
Si 7.6703 11.5152 15.6838
Si 11.5751 15.4558 15.6117
Si 11.5143 3.8045 15.5536
Si 11.6255 7.7339 15.6445
Si 11.6035 11.5888 15.6565
Si -0.7186 13.4891 16.8339
Si 0.8855 1.8584 16.921
Si 0.4201 5.6526 16.8859
Si 0.7199 9.5693 16.9752
Si 4.2891 13.6956 17.0007
Si 3.3068 1.7701 16.7807
Si 3.5283 5.6091 17.1206
Si 3.1914 9.5653 17.1498
Si 7.4654 13.4942 16.9411
Si 8.3629 1.9013 16.7527
Si 8.1435 5.7509 16.8463
Si 7.9711 9.4716 16.8246
Si 12.2137 13.5456 16.8305
Si 10.8267 1.9668 16.8564
Si 11.2577 5.7519 16.8229
Si 11.1833 9.6691 16.9481
Si -0.2739 13.6504 19.1119
Si 3.8712 16.0076 18.7566
Si 7.837 8.6173 19.752
Si 0.7802 7.5114 22.0217
Si 8.5754 12.6861 19.6522
Si 10.4858 10.1926 19.7083
Si 5.2664 15.2809 25.6867
Si 4.964 4.716 19.8539
Si 9.0391 1.8415 21.1609
Si -0.4888 11.3509 23.036
Si 0.4717 16.4947 22.787
Si 9.9988 14.4331 21.7918
Si 12.288 14.4579 19.6649
Si 1.1162 16.3977 19.7963
Si 12.5037 4.2582 20.9096
Si -0.7234 8.6898 19.6138
Si 3.6586 9.7877 19.5135
Si 12.7175 14.11 26.7028
Si 8.2182 6.1105 24.1027
Si 13.5294 6.0524 18.9089
Si 4.6391 6.1718 26.7206
Si 3.824 3.7599 22.4937
Si 1.5215 6.1102 26.5699
Si 6.2542 10.896 20.7216
Si 8.9588 3.6977 25.817
Si 7.4343 6.2632 19.7961
Si 9.5376 4.8085 21.6796
Si 6.5393 1.9599 19.424
Si 1.4762 11.7595 20.6499
Si 12.2254 7.4921 25.9559
Si 0.8763 13.8292 23.7702
Si 12.7809 10.1707 21.6545
Si 3.4972 16.2905 23.3377
Si 8.7551 11.5066 26.0129
Si 9.2996 8.5719 25.7931
Si 10.3239 13.8892 24.8094
Si 1.2554 5.1204 23.5689
Si 2.8191 13.4772 22.5671
Si -1.3747 3.3955 23.5467
Si 0.4879 13.9533 26.6617
Si 3.623 8.3827 22.1307
Si -1.4148 8.7066 23.7796
Si 4.7763 11.1085 23.2768
Si 5.7352 12.3253 25.7781
Si 8.32 16.1671 25.8489
Si 11.4743 1.9464 19.0997
Si 12.0325 4.3729 25.7624
Si 5.2662 6.0991 23.6047
Si 0.0663 13.4447 0.6913
Si 0.0494 1.9277 0.6814
Si 0.0683 5.7398 0.6635
Si 0.0617 9.5946 0.6704
Si 3.916 13.4323 0.6338
Si 3.905 1.9397 0.6475
Si 3.9018 5.7333 0.6039
Si 3.9109 9.6139 0.6274
Si 7.7173 13.4359 0.6454
Si 7.732 1.9185 0.6549
Si 7.7218 5.7408 0.634
Si 7.7213 9.581 0.6363
Si 11.5726 13.4155 0.7012
Si 11.5809 1.9194 0.6903
Si 11.5969 5.7108 0.6781
Si 11.5858 9.6228 0.6906
Si 2.0003 13.4452 2.0201
Si 1.985 1.9166 2.0205
Si 1.9977 5.7419 2.0049
Si 1.9939 9.5984 2.009
Si 5.8146 13.436 2.0251
Si 5.8166 1.9188 2.0237
Si 5.8071 5.7402 2.0028
Si 5.8147 9.5975 2.0135
Si 9.6362 13.4286 2.0284
Si 9.6494 1.926 2.032
Si 9.6504 5.7297 2.0071
Si 9.6432 9.6013 2.0162
Si 13.5151 13.4283 2.0386
Si 13.5111 1.9176 2.0421
Si 13.5251 5.7358 2.0286
Si 13.521 9.6077 2.0323
Si 1.9887 15.3723 3.3763
Si 1.9826 3.8329 3.3865
Si 1.9892 7.6698 3.3641
Si 1.9829 11.5186 3.3758
Si 5.8135 15.3702 3.3771
Si 5.8214 3.8338 3.3906
Si 5.8106 7.6686 3.3669
Si 5.8207 11.5136 3.3864
Si 9.6548 15.3682 3.3743
Si 9.6533 3.8353 3.4029
Si 9.6589 7.6646 3.362
Si 9.6472 11.5126 3.3931
Si 13.5116 15.365 3.3859
Si 13.5139 3.8306 3.4097
Si 13.515 7.6717 3.3764
Si 13.5169 11.5163 3.4059
Si 0.0583 15.3647 4.7345
Si 0.0606 3.8306 4.7526
Si 0.0613 7.6724 4.7263
Si 0.0638 11.518 4.7456
Si 3.8993 15.3694 4.7494
Si 3.8995 3.8303 4.7532
Si 3.8977 7.6729 4.7404
Si 3.8962 11.5155 4.7448
Si 7.7382 15.3676 4.743
Si 7.736 3.8333 4.7635
Si 7.7384 7.6704 4.7302
Si 7.7352 11.5139 4.7577
Si 11.5803 15.3652 4.742
Si 11.582 3.8342 4.7603
Si 11.5829 7.6718 4.7297
Si 11.5793 11.515 4.7481
Si 0.0584 13.443 6.1007
Si 0.0571 1.8984 6.1011
Si 0.0577 5.7604 6.1038
Si 0.0621 9.59 6.0974
Si 3.8943 13.4395 6.1044
Si 3.8964 1.9042 6.1123
Si 3.9 5.7576 6.1093
Si 3.8905 9.593 6.1059
Si 7.7411 13.4424 6.108
Si 7.7451 1.9006 6.1124
Si 7.7372 5.7631 6.1136
Si 7.7441 9.5859 6.1086
Si 11.5816 13.4401 6.1077
Si 11.5807 1.9009 6.1109
Si 11.5872 5.765 6.1131
Si 11.5801 9.5874 6.1038
Si 1.9742 13.4376 7.4708
Si 1.9717 1.8982 7.4743
Si 1.9782 5.7621 7.469
Si 1.9721 9.5927 7.4785
Si 5.8167 13.4344 7.464
Si 5.8219 1.9016 7.4677
Si 5.8164 5.7627 7.479
Si 5.8155 9.5901 7.459
Si 9.6607 13.4368 7.477
Si 9.6633 1.9008 7.487
Si 9.6613 5.7704 7.4737
Si 9.6645 9.5911 7.4823
Si 13.5174 13.4366 7.4556
Si 13.5165 1.9002 7.4559
Si 13.5205 5.7656 7.4654
Si 13.5177 9.5868 7.4453
Si 1.9719 15.3564 8.8352
Si 1.9749 3.8351 8.8185
Si 1.9753 7.6733 8.8491
Si 1.9687 11.518 8.8407
Si 5.8183 15.3574 8.8177
Si 5.8231 3.828 8.8225
Si 5.8095 7.6892 8.8425
Si 5.8151 11.5066 8.8207
Si 9.6615 15.3534 8.847
Si 9.668 3.8476 8.8272
Si 9.6564 7.6783 8.8624
Si 9.6644 11.5146 8.8482
Si 13.5152 15.3602 8.8137
Si 13.5257 3.8308 8.8073
Si 13.529 7.6881 8.8344
Si 13.5205 11.5027 8.8059
Si 0.0401 15.3535 10.1878
Si 0.0546 3.8466 10.1787
Si 0.0567 7.6788 10.2202
Si 0.0349 11.4981 10.1947
Si 3.9055 15.3488 10.1837
Si 3.8974 3.8168 10.1751
Si 3.8954 7.6866 10.2166
Si 3.9015 11.5071 10.1921
Si 7.722 15.348 10.1966
Si 7.7419 3.8569 10.1865
Si 7.7167 7.702 10.2228
Si 7.7225 11.5012 10.1976
Si 11.6045 15.3484 10.1885
Si 11.6083 3.8415 10.1662
Si 11.6073 7.6822 10.1934
Si 11.6157 11.5173 10.1824
O 2.4171 13.0146 21.0583
O 12.5483 7.5322 27.5329
O 0.5531 1.907 18.5557
O 1.9362 5.6742 17.4965
O -0.5779 5.455 18.1493
O 6.9716 9.4413 20.8568
O 0.0523 9.5041 18.4713
O 5.8851 13.5688 17.3547
O 4.3129 7.0397 22.7007
O 4.2768 5.359 18.5412
O 11.3205 10.4283 21.0677
O 9.1828 3.2455 21.9606
O 7.5235 1.8869 18.1552
O 7.2854 5.821 18.2271
O 9.7058 5.7911 17.3386
O 7.3033 9.1823 18.2982
O 7.3397 12.2455 25.8098
O 9.4645 15.946 22.0519
O 7.4913 1.7011 20.7055
O 11.0866 4.9167 21.2829
O 12.1587 5.6637 18.1664
O -1.6489 13.8324 19.9629
O 12.3148 3.1782 19.721
O 10.8975 8.3614 25.6769
O -0.4617 7.6536 23.034
O 3.8448 4.2949 20.9551
O 2.0391 8.4263 22.4399
O 0.8475 4.8176 27.2905
O 1.9142 16.6076 23.5258
O 5.004 4.5441 23.2656
O 12.7038 9.0371 22.8159
O 4.979 9.922 28.2932
O 1.0027 10.0047 28.0836
O 0.4177 12.2606 19.5524
O 9.4188 8.9838 19.9321
O 13.0021 3.5489 24.7821
O 10.2912 13.7518 23.209
O 8.7987 8.4418 27.3224
O 13.6335 7.6574 18.9244
O 8.9698 11.3037 27.6037
O 9.3205 5.7094 22.9963
O 13.4494 11.4968 22.3101
O -0.1963 4.467 23.7045
O 3.6499 12.2444 23.1808
O -0.163 12.6037 23.9601
O 9.3143 15.0805 25.2075
O 5.2485 13.7444 25.1811
O 0.88 7.4786 27.189
O 5.2636 11.1203 24.8113
O 10.5215 3.906 25.5057
O -1.5604 9.7059 20.5187
O 8.7014 3.7122 27.4113
O 1.2683 14.2493 25.2844
O 8.6233 5.3957 20.4793
O 5.1002 12.2543 27.258
O -0.6645 1.9521 23.5397
O 11.6617 13.6546 18.3931
O 12.3272 12.7941 27.58
O 11.5709 9.8397 18.5382
O 7.1919 11.9404 19.9621
O 0.914 12.5198 27.2846
O 4.9674 2.3572 28.2205
O 9.8841 12.4709 25.4194
O 6.7813 15.8039 25.564
O 12.4942 4.0627 27.2701
O 3.8437 8.4917 20.5108
O 12.4477 15.5123 27.4742
O 0.9956 2.3229 28.181
O 4.9473 6.3257 25.1655
O -1.9123 8.1383 25.18
O 9.5698 9.5514 17.0916
O 0.9546 15.1239 27.6447
O 6.8236 6.4071 23.3467
O 13.1766 3.5682 22.1864
O 5.2306 4.8067 27.3543
O 0.0391 14.9463 22.9288
O 1.2756 5.9947 22.2101
O 8.7845 6.1172 28.4098
O 8.6315 16.2415 27.435
O 0.6935 11.1877 21.9429
O 4.2345 9.6471 22.9097
O 4.2532 16.136 24.7624
O 8.7844 13.8212 28.3931
O 6.0027 5.8214 20.4513
O -1.0965 14.0132 26.3864
O 3.6613 14.4129 18.3571
O 11.824 14.1614 25.3594
O 4.8106 15.3411 27.2446
O 8.6136 7.46 24.8667
O 10.0565 1.8404 19.8969
O 0.6791 14.8774 19.5339
O 12.4979 10.1354 28.2294
O 5.3724 16.2227 19.3487
O 8.554 2.2529 25.2365
O 2.3332 10.5634 20.0277
O -0.5483 10.0535 23.9947
O 12.4224 16.0289 19.3053
O 4.9199 10.7693 19.8128
O 5.952 11.4447 22.2126
O 1.4565 5.9727 24.9528
O 0.3343 7.8495 20.5095
O 13.4799 5.4372 20.3945
O 3.0625 6.1425 27.0098
O 8.0792 4.8707 25.1338
O 2.4398 4.0476 23.3005
O 12.0881 5.9605 25.4822
O 2.7424 16.417 19.8574
O 3.6488 14.887 22.5176
O 0.5707 1.5477 21.2225
O 8.8709 10.0551 25.3093
O 8.3751 13.561 18.3012
O 5.8183 3.4009 19.458
O 5.2457 7.459 27.4725
O 4.1186 2.1675 22.5355
O 11.3773 14.3534 20.9678
O 9.713 11.5724 19.3847
O 8.9095 13.6335 20.9074

Results
total energy: -85533.972 eV
total energy less fixed offsets of O -438.35, Si -107.03 eV per atom: 2.578 eV

Forces (eV/angstrom), in the order of the atoms: element, x, y, z
Si 0.0158 0.3165 0.5431
Si -0.0388 -0.2947 0.7171
Si -0.0043 -0.0542 0.7052
Si 0.122 0.1367 0.6608
Si -0.0379 -0.1141 0.7807
Si 0.0798 0.2605 0.7677
Si 0.0931 -0.2261 0.76
Si 0.0152 0.2421 0.7959
Si 0.0221 -0.2548 0.7499
Si -0.1445 0.2365 0.7371
Si -0.1527 -0.2177 0.7594
Si -0.0435 0.2926 0.781
Si 0.0249 0.1628 0.7187
Si 0.0533 -0.1992 0.7293
Si 0.0067 0.2639 0.7648
Si -0.0705 -0.1482 0.7272
Si 0.0046 0.0112 -0.0427
Si -0.0078 0.0178 -0.0696
Si 0.0039 -0.0046 -0.0402
Si 0.0343 -0.0132 -0.0368
Si -0.0256 -0.0043 -0.0541
Si 0.0017 0.0175 -0.0311
Si 0.0064 -0.0061 -0.0413
Si -0.0109 -0.0234 -0.065
Si -0.0067 0.0063 -0.0267
Si -0.012 0.008 -0.0127
Si -0.0083 -0.0235 -0.0342
Si -0.0076 -0.002 -0.0394
Si 0.0169 -0.0029 -0.0149
Si 0.0442 0.0234 -0.0427
Si 0.0031 -0.0185 -0.0316
Si 0.005 0.0042 -0.0195
Si -0.0059 -0.0029 0.0505
Si 0.0291 0.0021 0.0019
Si -0.0114 0.0131 0.0462
Si 0.0127 -0.0079 0.025
Si -0.0207 -0.0089 0.0374
Si 0.0155 0.0005 0.0121
Si 0.0137 0.0156 0.045
Si -0.0104 0.0015 0.0167
Si 0.0127 -0.0117 0.0232
Si -0.0097 0.005 0.0356
Si 0.0021 0.0064 0.0307
Si -0.0002 -0.0019 0.0435
Si -0.0126 -0.0047 0.0088
Si -0.0156 0.0007 0.0321
Si -0.0017 0.0024 0.0398
Si -0.0236 0.0071 0.0412
Si 0.014 0.0005 0.0066
Si -0.0164 -0.0015 0.0072
Si 0.0087 -0.0072 -0.0133
Si -0.0049 0.0088 -0.0065
Si 0.0048 -0.009 -0.0022
Si -0.0099 0.0134 -0.0177
Si -0.0131 -0.0039 -0.0193
Si 0.0051 -0.0083 -0.006
Si 0.0052 -0.0021 -0.0207
Si 0.005 -0.0019 -0.0022
Si -0.001 -0.0042 -0.0185
Si 0.0191 0.0007 -0.0008
Si -0.0058 -0.0052 0.0304
Si 0.008 0.0145 -0.0301
Si 0.0047 -0.0019 0.0253
Si -0.0044 -0.018 -0.0179
Si 0.0179 -0.0077 -0.0069
Si -0.0121 -0.0096 -0.0128
Si -0.0046 -0.0103 0.0056
Si 0.0132 0.0054 0.0012
Si -0.0035 0.0099 -0.0102
Si 0.0063 -0.0095 -0.009
Si 0.004 -0.0039 -0.0082
Si -0.0063 -0.0144 0.002
Si -0.0069 0.0252 -0.0126
Si 0.0093 0.0148 -0.0237
Si -0.0182 -0.0004 0.0045
Si 0.0034 0.0117 -0.0035
Si 0.0185 0.0009 0.0085
Si 0.013 0.0053 -0.0274
Si 0.0015 -0.0133 -0.0012
Si -0.0102 -0.0086 -0.0173
Si -0.0171 0.0112 -0.0644
Si 0.0021 0.0023 0.013
Si -0.0175 0.0174 -0.0172
Si -0.0099 -0.0165 0.0297
Si -0.0204 0.0067 0.0337
Si 0.0056 -0.015 -0.0105
Si 0.017 0.0119 -0.0112
Si 0.0174 0.0026 0.0134
Si -0.0293 -0.0151 -0.018
Si -0.0131 0.0257 0.0029
Si -0.0086 0.026 -0.0031
Si 0.0025 -0.0161 0.0059
Si 0.0091 0.0113 0.0335
Si 0.0075 -0.0008 -0.0351
Si 0.0095 -0.0019 -0.0224
Si -0.0181 -0.0229 -0.0238
Si 0.0005 0.0094 0.0259
Si 0.0184 -0.0248 -0.0041
Si 0.0231 -0.0301 -0.03
Si -0.0044 -0.0183 0.0502
Si 0.0146 0.02 -0.0193
Si 0.0174 0.0121 -0.0107
Si 0.0115 -0.008 -0.0207
Si 0.0164 0.0207 0.0062
Si 0.0162 -0.0028 0.0378
Si 0.016 -0.0234 -0.0245
Si -0.0073 0.0015 -0.0598
Si -0.0176 -0.019 -0.0215
Si -0.002 -0.0411 -0.0006
Si -0.0212 0.0346 -0.0042
Si -0.0053 -0.0182 -0.0274
Si 0.0046 0.0341 0.034
Si 0.0295 -0.0122 -0.0292
Si -0.0035 0.0419 0.0108
Si -0.0206 -0.0279 0.0596
Si -0.0327 0.0146 -0.0082
Si 0.0555 -0.037 -0.0575
Si 0.0451 0.0034 0.0339
Si 0.0309 -0.0068 0.0443
Si 0.0255 -0.0046 0.0288
Si -0.0482 -0.0015 0.0158
Si 0.0135 -0.0145 0.0781
Si 0.0407 0.0142 0.0328
Si -0.0135 0.0058 0.0508
Si 0.0262 0.0667 -0.0352
Si 0.0482 0.0513 0.057
Si -0.0139 0.006 0.0285
Si -0.0123 -0.05 0.0158
Si -0.0154 -0.038 0.0051
Si 0.139 -0.1022 -0.4486
Si -0.1838 0.0696 -0.8567
Si 0.3004 0.0814 -0.5865
Si -0.3299 -0.2145 -0.6171
Si -0.0433 0.006 -0.051
Si 0.3471 0.0676 -0.8141
Si -0.036 0.0602 0.0311
Si 0.2347 -0.0718 -0.7288
Si 0.3607 -0.0105 -0.5152
Si -0.2681 -0.1026 -0.7792
Si -0.3943 0.1459 -0.6136
Si 0.2233 -0.0148 -0.5055
Si -0.0868 -0.0769 -0.047
Si 0.2159 0.0067 -0.8245
Si 0.4968 -0.0003 -0.6515
Si -0.2197 0.0353 -0.6269
Si -0.1345 0.2895 -0.4814
Si -0.1141 -0.777 0.0309
Si -0.0804 0.1271 -0.0582
Si 0.0524 -0.0544 0.0238
Si -0.0308 -0.0788 -0.1032
Si -0.0163 0.0001 0.1035
Si -0.0118 -0.0221 0.0182
Si 0.0229 0.0646 -0.0898
Si -0.0683 0.0386 -0.0754
Si 0.0832 -0.0439 -0.2047
Si -0.0311 0.0837 -0.1406
Si -0.0422 -0.0684 -0.1557
Si -0.0383 0.1288 -0.0851
Si -0.0246 -0.0974 -0.0217
Si -0.0143 -0.0293 0.0359
Si -0.0344 -0.2114 -0.5537
Si -0.0055 -0.0075 0.1773
Si 0.0172 -0.0946 0.0117
Si -0.0668 0.0701 -0.0778
Si 0.0691 -0.0572 -0.0133
Si -0.0992 0.0317 -0.0542
Si -0.151 -0.0254 -0.0905
Si -0.0028 -0.0965 0.069
Si -0.0032 0.07 0.126
Si 0.1449 0.7932 0.0956
Si -0.1881 -0.0685 -0.1021
Si 0.0508 0.0421 -0.0403
Si 0.0675 0.127 0.0499
Si -0.1065 -0.0415 0.0636
Si 0.6047 -0.1139 -0.3624
Si -0.0338 -0.0284 -0.0466
Si -0.0281 -0.0862 -0.0382
Si -0.1087 -0.0608 0.0619
Si 0.0395 -0.0439 0.1365
Si -0.0319 0.1067 0.1389
Si 0.0948 -0.03 0.1269
Si -0.5175 0.1148 0.3811
Si 0.0261 0.1271 -0.062
Si -0.0499 -0.0669 0.1152
Si 0.064 0.0097 -0.0918
Si -0.1038 0.0993 -0.0461
Si 0.0571 0.0175 -0.0912
Si -0.0628 -0.0499 0.0796
Si 0.0282 -0.0841 0.104
Si -0.2534 0.0493 -0.5067
Si 0.0368 0.0151 0.1506
Si -0.0357 0.087 0.0064
Si 0.0069 0.0127 0.0159
Si 0.0003 -0.0089 0.0178
Si -0.0064 -0.0009 0.0163
Si 0.0003 -0.0066 0.0082
Si -0.0148 -0.0006 0.0045
Si -0.0186 -0.0022 -0.0034
Si 0.0007 -0.0071 0.0002
Si 0.0097 0.0008 0.0023
Si 0.0043 -0.0013 0.0078
Si 0.0075 0.0029 0.003
Si 0.0125 0.006 0.0062
Si 0.0026 -0.01 0.0109
Si 0.018 0.0029 0.0086
Si 0.0047 -0.0012 0.011
Si -0.011 0.001 0.0111
Si -0.0056 0.001 0.0129
Si 0.0039 0.0041 0.0002
Si 0.0003 -0.0178 0.0053
Si -0.0086 0.007 -0.0043
Si -0.0028 -0.0009 -0.0063
Si 0.0034 0.0082 -0.0016
Si 0.0071 -0.0067 -0.0019
Si 0.0047 0.0044 -0.006
Si 0.0023 -0.0079 -0.0029
Si 0.0025 0.0058 -0.0011
Si 0.0011 -0.0007 0.0054
Si 0.0007 0.0073 0.0011
Si 0.0036 -0.0041 -0.0049
Si -0.0102 0.0002 0.0038
Si -0.0045 -0.0044 0.0024
Si 0.0036 0.0023 -0.0006
Si -0.0062 -0.0009 -0.003
Si 0.0102 0.0019 0.0022
Si 0.0084 0.0036 0.0006
Si 0.0033 -0.0043 0.0036
Si 0.0041 0.0014 0.0034
Si -0.0105 0.0035 0.0053
Si -0.0007 -0.0042 0.0062
Si -0.005 0.0068 0.0032
Si 0.0031 -0.0058 0.0068
Si -0.0084 -0.0001 -0.0054
Si -0.0059 0.0017 0.0063
Si -0.009 -0.0042 -0.0061
Si -0.0072 -0.0045 0.0033
Si 0.0191 0.0017 -0.0067
Si -0.0065 -0.0002 0.0038
Si 0.0049 0.0009 -0.0013
Si 0.008 -0.0031 0.0051
Si 0.0059 -0.0077 -0.0014
Si -0.0069 -0.0032 0.0004
Si 0.0038 0.0027 -0.0024
Si 0.0018 0.001 -0.0008
Si -0.0035 -0.0025 0.0066
Si 0 -0.0056 0.0065
Si 0.0006 -0.0018 -0.0002
Si -0.0029 -0.0016 0.0027
Si 0.0014 0.0004 0.0003
Si 0.005 0.0046 0.0046
Si -0.0004 -0.0059 -0.0003
Si 0.0102 0.0051 0.0008
Si -0.0032 -0.0007 -0.0004
Si -0.0022 0.0119 0.0047
Si -0.0003 0.0014 -0.006
Si -0.0044 -0.0058 -0.0021
Si 0.0018 0.0006 -0.002
Si 0.011 -0.0033 -0.0027
Si 0.0018 0.0045 0
Si 0.0013 0.0004 -0.0013
Si 0.0065 0 -0.0018
Si 0.0025 0.0047 0.001
Si -0.0005 0.0041 -0.0017
Si 0.0023 0.0012 -0.0026
Si -0.0115 -0.0077 -0.003
Si -0.0088 0.0023 -0.0015
Si -0.0023 -0.003 0.0011
Si -0.0074 -0.0003 0.0015
Si 0.006 -0.0113 0
Si 0.0016 0.0069 0.0013
Si -0.0026 0.0061 0.0032
Si 0.0027 -0.0095 -0.0035
Si 0.0019 0.0032 -0.0014
Si -0.0054 -0.0024 0.0014
Si 0.0032 -0.0091 -0.0052
Si -0.0042 -0.0013 0.0034
Si 0.001 0.0039 -0.0027
Si 0.0011 -0.0086 0.0076
Si -0.0006 0.0007 -0.0015
Si -0.0038 0.0023 0.0037
Si -0.0067 0.0038 0.0015
Si -0.0076 0.0018 0.0036
Si -0.0094 0.0021 -0.0047
Si 0.0092 -0.0043 -0.0026
Si 0.0147 -0.0027 -0.0011
Si 0.0053 -0.0029 -0.0035
Si 0.0028 0.0014 -0.0034
Si 0.0003 0.0072 -0.0092
Si 0.0059 0.0063 -0.0029
Si -0.0012 0.0065 -0.0094
Si 0.0043 -0.0018 -0.0013
Si 0.0018 0.0004 -0.0007
Si -0.0102 -0.0117 -0.0071
Si -0.0006 0.0055 -0.0002
Si 0.0002 0.0048 0.0007
Si 0.0009 0.0035 -0.0115
Si -0.0016 0.0006 0.0088
Si 0.0002 0.0232 -0.0002
Si 0.0039 -0.0125 0.0027
Si -0.002 -0.0077 0.0035
Si 0.003 -0.014 0.0026
Si -0.0015 0.0033 0.002
Si -0.0063 0.0073 -0.0031
Si 0.0003 -0.0152 -0.0063
Si 0.0192 0.009 -0.0039
Si 0.0199 -0.012 -0.0087
Si 0.0129 0.0069 -0.0013
Si 0.0034 0.0099 -0.0048
Si -0.0079 -0.0047 -0.0053
Si -0.0138 0.0059 -0.0088
Si -0.0152 -0.0081 -0.0077
Si -0.0112 0.0098 -0.0004
Si -0.001 0.0006 0.0035
Si 0.0158 -0.0154 -0.0026
Si -0.0051 0.0046 0.005
Si 0.0041 -0.0085 0.0092
Si -0.007 0.0136 0.004
Si -0.0161 -0.008 -0.0065
Si -0.0064 0.0108 -0.0007
Si 0.008 -0.0188 -0.0055
O 0.0396 0.3211 -0.4343
O -0.0281 -0.457 0.117
O -0.3287 0.2518 0.3683
O -0.1575 0.0531 0.6173
O -0.0483 -0.2938 0.1133
O -0.1829 -0.3157 0.4674
O -0.1339 0.2247 0.37
O -0.0912 -0.0743 0.198
O -0.1404 -0.0729 -0.3582
O 0.1035 0.0831 0.2275
O -0.2584 0.3101 0.4411
O -0.3086 -0.051 0.5722
O -0.1583 -0.2229 -0.0852
O -0.5026 -0.2317 -0.0387
O 0.1401 0.0229 0.4653
O -0.2959 -0.0469 0.0112
O 0.2628 0.2167 -0.2018
O 0.1176 0.0195 0.5564
O -0.3732 -0.1306 0.3675
O 0.1416 0.3139 -0.2302
O -0.1413 -0.302 0.2975
O 0.1091 -0.2947 0.5091
O 0.5841 0.1424 -0.3868
O 0.0892 0.4308 -0.2056
O -0.0495 -0.3287 -0.0093
O -0.3395 -0.0186 -0.318
O -0.2219 0.2955 0.1392
O -0.5691 -0.0196 -0.3836
O 0.1104 0.3241 0.6645
O 0.6514 -0.3799 0.346
O -0.6327 -0.3099 0.2606
O 0.0218 -0.0121 -0.308
O 0.27 0.001 -0.5653
O -0.2537 -0.4001 -0.4003
O 0.2088 -0.1998 0.3059
O 0.1247 -0.5015 -0.0527
O 0.192 -0.2756 -0.2037
O -0.3304 0.1979 -0.129
O -0.5686 0.1491 -0.3799
O 0.1692 -0.4559 0.0549
O 0.4137 0.357 0.3181
O -0.191 0.442 0.0339
O -0.2479 0.3969 0.2325
O -0.0016 -0.2114 0.4252
O -0.3333 0.1905 0.5889
O -0.14 0.2534 -0.3298
O -0.098 -0.0969 -0.32
O -0.371 -0.0282 -0.2864
O -0.0954 -0.4293 0.244
O 0.0632 -0.0338 -0.2553
O -0.0025 0.408 -0.3335
O -0.291 -0.3334 -0.1458
O 0.3412 0.3547 -0.0066
O 0.0795 -0.3158 -0.0842
O -0.0665 0.3843 0.0871
O -0.0485 -0.303 0.3229
O -0.23 -0.0404 0.1615
O -0.0514 -0.0748 -0.2981
O 0.6522 0.0986 0.4303
O -0.3058 -0.0418 -0.2146
O 0.2573 -0.2189 -0.3477
O -0.0942 -0.0252 -0.2017
O 0.3056 -0.2233 0.1286
O 0.1549 0.2184 -0.5289
O 0.0586 0.0856 -0.0622
O 0.0884 -0.4928 -0.264
O -0.207 0.2556 -0.5442
O 0.1991 -0.0757 -0.6105
O -0.0224 0.0238 0.1256
O 0.4767 0.0676 0.3381
O -0.0623 0.2877 -0.0188
O 0.4402 -0.1966 -0.2517
O -0.0513 0.4746 -0.1957
O -0.1686 -0.2306 -0.0952
O 0.3422 -0.0408 -0.2261
O -0.7068 -0.1892 -0.3033
O 0.0511 -0.1572 -0.2986
O -0.1647 -0.1916 -0.1214
O 0.0072 0.3987 0.0318
O 0.1441 -0.1783 0.3087
O -0.1027 -0.1403 0.3862
O -0.1577 0.2681 0.1722
O -0.1017 -0.087 -0.1068
O -0.1443 0.1475 0.5789
O -0.0121 -0.1257 -0.122
O -0.3878 -0.2219 0.3961
O 0.3874 0.2824 -0.304
O -0.2384 -0.3974 -0.0309
O -0.0656 0.1495 -0.2898
O -0.2289 -0.2061 -0.3626
O 0.1708 -0.1582 -0.0555
O -0.1244 -0.1041 -0.2837
O -0.0972 -0.2451 0.2942
O -0.1994 0.0594 -0.5963
O -0.4433 -0.2319 0.1532
O 0.4153 0.0675 0.3465
O 0.5595 0.1653 -0.1576
O -0.102 0.511 -0.4892
O 0.5019 0.5405 0.2523
O 0.0989 0.1443 -0.2309
O 0.1625 -0.2424 -0.3838
O 0.2586 0.4028 0.4907
O 0.1242 0.2163 0.5393
O -0.3456 -0.0763 0.063
O 0.0213 -0.4769 0.0112
O 0.1184 0.1654 -0.608
O 0.2473 0.4161 0.6669
O 0.2758 0.1471 -0.5409
O -0.0937 0.5822 -0.062
O -0.1374 0.0938 -0.77
O 0.1852 0.5136 0.1253
O 0.0098 0.1307 -0.3364
O 0.5654 0.2454 -0.4151
O 0.4918 -0.0588 -0.2895
O 0.2098 0.0591 0.2861
O 0.1849 0.1307 -0.4362
O -0.4545 -0.1274 0.3851
